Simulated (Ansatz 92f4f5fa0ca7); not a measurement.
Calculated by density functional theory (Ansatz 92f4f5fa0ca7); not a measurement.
Periodic cell of 226 atoms, Si133O91H2, from a study of silicon, its oxide and their interface. The atomic structure is a simulated model.
Doubt: the cutoff is far below the 930 eV that the study's wrapper takes by default for these files, so forces and energies are approximate.

Settings: functional PBE; potential files Ansatz PAW; basis plane waves; wave-function cutoff 580 eV; density cutoff ratio 5; exchange-correlation grid ratio 1; k mesh 1 x 1 x 1, Gamma-centred; self-consistency stop 5e-08 eV per atom in the density residual; occupations fixed; spin none; net charge 0.

Cell vectors (angstrom)
a, 10.938, 0, 0
b, 0, 10.938, 0
c, 0, 0, 32.7902

Atoms and the computed forces on them: element, x, y, z (angstrom), force x, y, z (eV/angstrom)
Si, 0.3831, -0.1416, 25.0827, 0.1859, 0.0432, -0.0364
Si, 5.3195, 0.1354, 25.2368, -0.0265, 0.0323, -0.1599
Si, 3.1829, 2.4045, 25.3972, -0.0413, 0.0879, -0.3992
Si, 8.1004, 3.1023, 25.316, 0.0461, 0.1273, -0.1918
Si, -0.1072, 5.6654, 25.6677, 0.163, 0.0075, -0.477
Si, 5.7483, 5.1603, 25.2395, 0.0149, -0.1777, -0.3097
Si, 2.5044, 8.4348, 25.157, -0.1018, -0.0734, -0.2399
Si, 8.6608, 7.8026, 25.2726, 0.0703, -0.083, -0.5008
Si, 1.4628, 1.3078, 26.6293, 0.0021, 0.1272, -0.1474
Si, 6.9361, 1.3456, 26.5174, -0.0274, 0.1587, -0.2066
Si, 4.252, 4.0465, 26.7058, -0.1194, 0.0518, -0.1728
Si, 9.5381, 4.1426, 26.8505, 0.0343, -0.0897, -0.1461
Si, 1.4506, 6.9711, 26.7553, 0.0133, -0.0347, -0.2019
Si, 6.894, 6.8174, 26.5404, -0.0203, -0.0382, -0.1254
Si, 4.1242, 9.5369, 26.5645, -0.095, 0.018, -0.1556
Si, 9.6785, 9.5944, 26.4723, 0.0618, 0.0222, -0.1727
Si, 2.7831, -0.0578, 28.0149, -0.0451, 0.0114, 0.0162
Si, 8.2617, -0.0239, 27.9167, -0.0012, -0.1073, 0.0475
Si, 0.0348, 2.6931, 28.0073, 0.0844, -0.1179, 0.0001
Si, 5.571, 2.6513, 28.0221, 0.0116, -0.0137, 0.0425
Si, 2.7881, 5.4592, 27.9966, 0.0353, -0.1097, -0.0039
Si, 8.1524, 5.5167, 28.0734, -0.0233, 0.0174, 0.1246
Si, -0.0066, 8.2697, 28.0213, 0.012, 0.0016, 0.1074
Si, 5.492, 8.174, 27.9375, 0.0376, -0.0222, 0.0464
Si, 4.1018, 1.3673, 29.3719, 0.2351, -0.2086, 0.0261
Si, 9.5708, 1.3673, 29.3719, 0.1132, -0.292, -0.1984
Si, 1.3673, 4.1018, 29.3719, 0.1686, -0.0104, -0.1987
Si, 6.8362, 4.1018, 29.3719, -0.0483, -0.1499, 0.427
Si, 4.1018, 6.8362, 29.3719, 0.3315, -0.0301, -0.1231
Si, 9.5708, 6.8362, 29.3719, -0.0227, 0.4207, 0.1756
Si, 1.3673, 9.5708, 29.3719, 0.044, 0.1723, 0.3596
Si, 6.8362, 9.5708, 29.3719, 0.1463, -0.0243, -0.6259
Si, 0, 0, 30.7392, 0.0495, 0.0397, 0.0275
Si, 5.469, 0, 30.7392, -0.0657, 0.071, -0.02
Si, 2.7345, 2.7345, 30.7392, 0.025, 0.0665, -0.0231
Si, 8.2035, 2.7345, 30.7392, 0.0034, 0.1193, -0.0231
Si, 0, 5.469, 30.7392, 0.0052, 0.0332, -0.0547
Si, 5.469, 5.469, 30.7392, -0.0644, -0.0427, 0.0209
Si, 2.7345, 8.2035, 30.7392, -0.0672, 0.0401, -0.0368
Si, 8.2035, 8.2035, 30.7392, 0.082, 0.0206, 0.0214
Si, 1.3673, 1.3673, 32.1064, -0.0516, -0.0281, -0.0172
Si, 6.8362, 1.3673, 32.1064, 0.0012, -0.0465, -0.0283
Si, 4.1018, 4.1018, 32.1064, 0.0167, 0.0181, -0.0016
Si, 9.5708, 4.1018, 32.1064, 0.0225, -0.0649, -0.0142
Si, 1.3673, 6.8362, 32.1064, 0.0428, -0.0173, -0.0255
Si, 6.8362, 6.8362, 32.1064, 0.0273, -0.0217, -0.0174
Si, 4.1018, 9.5708, 32.1064, 0.0629, -0.0489, -0.0282
Si, 9.5708, 9.5708, 32.1064, -0.0041, 0.0074, -0.0078
Si, 2.7345, 0, 0.6835, -0.0176, 0.0372, 0.0167
Si, 8.2035, 0, 0.6835, 0.0122, 0.0279, 0.0323
Si, 0, 2.7345, 0.6835, 0.0208, 0.076, 0.0242
Si, 5.469, 2.7345, 0.6835, 0.0272, -0.0017, -0.0009
Si, 2.7345, 5.469, 0.6835, -0.0534, 0.0053, 0.0417
Si, 8.2035, 5.469, 0.6835, -0.0084, 0.0271, 0.0289
Si, 0, 8.2035, 0.6835, 0.0009, -0.0137, -0.0032
Si, 5.469, 8.2035, 0.6835, -0.1069, 0.0566, 0.0036
Si, 4.1018, 1.3673, 2.0507, 0.0324, -0.018, 0.0025
Si, 9.5708, 1.3673, 2.0507, 0.0509, -0.0312, 0.0325
Si, 1.3673, 4.1018, 2.0507, -0.0088, -0.0789, 0.0384
Si, 6.8362, 4.1018, 2.0507, -0.0959, -0.0675, -0.0216
Si, 4.1018, 6.8362, 2.0507, 0.121, 0.0104, 0.0114
Si, 9.5708, 6.8362, 2.0507, 0.0207, 0.0085, -0.0024
Si, 1.3673, 9.5708, 2.0507, -0.0658, -0.0623, -0.0102
Si, 6.8362, 9.5708, 2.0507, 0.0013, -0.0954, 0.021
Si, 0, 0, 3.418, -0.0309, -0.0844, -0.2733
Si, 5.469, 0, 3.418, -0.1433, 0.2405, 0.235
Si, 2.7345, 2.7345, 3.418, -0.0266, 0.1263, -0.0632
Si, 8.2035, 2.7345, 3.418, -0.1325, 0.1225, 0.2787
Si, 0, 5.469, 3.418, -0.2665, -0.0738, 0.3417
Si, 5.469, 5.469, 3.418, -0.0444, -0.0548, -0.4451
Si, 2.7345, 8.2035, 3.418, -0.2099, 0.0443, 0.2014
Si, 8.2035, 8.2035, 3.418, -0.1577, -0.1927, -0.2918
Si, 1.3571, 1.3621, 4.757, 0.0612, -0.112, -0.0644
Si, 6.7796, 1.433, 4.8246, -0.0596, 0.0335, -0.016
Si, 4.0548, 4.1781, 4.7669, -0.0171, 0.1245, -0.0078
Si, 9.5254, 4.1096, 4.8515, 0.006, 0.1247, -0.0434
Si, 1.3226, 6.8515, 4.8135, -0.0043, 0.1021, -0.0773
Si, 6.8584, 6.7724, 4.7555, 0.0247, -0.0376, -0.0312
Si, 4.0771, 9.5898, 4.7986, -0.0328, 0.0816, -0.0792
Si, 9.5047, 9.6046, 4.7401, 0.009, 0.0498, -0.0132
Si, 2.7026, 0.0319, 6.1915, -0.0068, 0.0688, 0.1879
Si, 8.1132, -0.0106, 6.1311, -0.0003, -0.0665, 0.1977
Si, -0.0523, 2.6563, 6.1171, 0.0169, 0.0291, 0.1606
Si, 5.4147, 2.9035, 6.1769, 0.0282, -0.043, 0.2138
Si, 2.6657, 5.4911, 6.2011, 0.0076, -0.048, 0.3004
Si, 8.1159, 5.4505, 6.3036, -0.0268, -0.0397, 0.2106
Si, -0.1345, 8.2109, 6.1077, -0.009, -0.0177, 0.2107
Si, 5.4344, 8.1096, 6.0119, -0.0394, -0.0622, 0.1724
Si, 3.8155, 1.7663, 7.4398, -0.1416, 0.0515, 0.0784
Si, 9.6973, 1.0959, 7.4704, -0.0531, -0.2076, 0.2047
Si, 1.4992, 3.8031, 7.4421, 0.0839, -0.0575, 0.1592
Si, 6.4137, 4.4667, 7.7679, 0.0804, -0.124, 0.1592
Si, 4.2318, 6.7408, 7.5199, -0.0678, 0.048, 0.2012
Si, 9.2429, 7.0993, 7.5705, -0.0967, 0.1807, 0.1084
Si, 0.9843, 9.8256, 7.3776, -0.0639, 0.1367, 0.4036
Si, 6.9353, 9.2535, 7.3497, 0.0861, -0.017, 0.097
O, 9.7819, 6.6444, 24.83, -0.124, 0.1702, 0.6334
O, 4.2385, 1.291, 24.7503, -0.0655, 0.0261, 0.5415
O, 8.0981, 8.2438, 8.028, -0.0511, -0.0387, -0.3635
O, 2.6457, 2.7693, 8.1088, 0.0102, 0.0272, -0.6132
O, 6.9337, 4.1152, 24.6498, -0.0468, -0.0062, 0.5877
O, 1.4434, 9.5986, 24.5521, -0.0133, -0.0188, 0.4459
O, 5.3014, 5.6399, 8.1469, 0.032, -0.0231, -0.3061
O, -0.1145, -0.012, 7.9856, 0.0981, -0.033, -0.5198
O, 6.8175, 3.9263, 9.3003, -0.139, 0.0323, -0.4969
O, 5.8453, 9.8206, 8.4649, 0.0807, -0.0105, -0.042
O, 9.8669, 6.4526, 8.9835, -0.0685, 0.008, -0.1962
O, 1.489, 9.1046, 8.7599, 0.0695, -0.041, -0.0818
O, 4.7846, 1.3391, 8.7114, -0.0592, -0.0012, -0.1749
O, 0.5688, 4.3424, 8.6933, 0.0103, 0.0167, -0.0964
O, 8.9114, 1.6259, 8.8407, 0.0484, -0.0549, -0.3088
O, 3.6864, 7.6099, 8.8409, 0.0615, -0.1023, -0.1653
O, 8.1687, 8.2235, 23.7573, -0.0045, -0.0193, 0.475
O, 9.191, 2.7433, 24.1373, -0.0877, -0.0385, -0.0425
O, 4.875, 5.655, 23.9244, 0.0847, 0.0124, 0.1823
O, 2.6924, 3.0874, 23.9879, -0.0131, -0.0173, 0.1925
O, 10.9105, 0.7978, 23.764, 0.0091, -0.1554, 0.1658
O, 0.8237, 4.8989, 24.5663, -0.0078, -0.0447, 0.0502
O, 3.0722, 7.602, 23.8303, -0.023, 0.1002, 0.143
O, 5.7908, 10.292, 23.8502, -0.0897, 0.0631, 0.4023
Si, 6.2104, -0.4654, 22.2896, 0.1337, 0.151, -0.2969
Si, 4.3922, 10.2444, 19.8368, -0.0936, -0.105, 0.0972
Si, 2.5801, 14.0981, 16.3405, -0.0174, 0.0174, -0.029
Si, 12.7708, 5.7953, 16.5301, -0.0692, 0.1928, -0.0155
Si, 5.1593, -0.0364, 9.466, 0.1871, -0.0487, 0.0417
Si, 6.6713, 8.3209, 15.9483, -0.0103, 0.0609, -0.0119
Si, 2.9342, 5.0483, 14.0737, 0.0046, 0.0387, -0.1291
Si, -3.2453, 4.2843, 16.0186, -0.0243, 0.0568, 0.0454
Si, 17.083, 10.9554, 17.2987, 0.0003, -0.0439, 0.0914
Si, 6.7103, 6.1211, 18.103, 0.0816, 0.1177, 0.1102
Si, 7.3199, 4.2011, 10.8342, 0.0194, 0.1166, 0.2239
Si, 1.4671, 10.2527, 19.3577, -0.0542, -0.044, 0.2174
Si, 11.5747, 4.4648, 12.4411, 0.1635, -0.0814, 0.2436
Si, 8.7122, 12.3338, 16.567, -0.0499, -0.0902, -0.0411
Si, 5.6575, 3.7488, 13.5618, -0.0826, 0.0215, 0.0151
Si, 9.2022, 8.097, 14.0817, -0.0169, 0.0301, 0.0228
Si, -0.8003, 10.9637, 14.3439, -0.0211, -0.0114, -0.0716
Si, 7.3777, 10.2826, 11.3949, 0.0841, -0.1013, 0.1919
Si, 9.6723, 10.1346, 20.3183, -0.0283, -0.0816, -0.03
Si, 8.3737, 8.4659, 22.1851, 0.1923, 0.0066, -0.2777
Si, -0.6469, 2.1654, 23.0704, -0.1712, -0.0177, -0.0212
Si, 5.5319, 8.9603, 13.1949, -0.0369, 0.0588, -0.0013
Si, 8.0972, 12.4117, 21.0146, -0.0774, -0.0594, -0.1561
Si, 0.6145, 11.6474, 16.8233, 0.0181, -0.1794, 0.0911
Si, 11.1306, 5.6243, 9.6227, -0.0097, -0.0361, -0.0092
Si, 4.2882, 7.0239, 20.0159, -0.0848, 0.1279, -0.0775
Si, 3.7114, 6.3318, 22.9915, 0.1086, 0.0728, 0.0664
Si, -0.7084, 5.5621, 14.9322, 0.0732, -0.0448, -0.0873
Si, 1.3902, 7.1324, 19.1199, -0.1312, 0.0996, 0.1226
Si, 3.0392, 9.994, 11.541, 0.0833, 0.1249, 0.3233
Si, -1.6312, 7.2342, 19.7063, 0.1753, 0.1278, 0.0865
Si, 2.281, 7.9764, 9.6093, 0.0059, 0.1878, -0.0335
Si, 1.6284, 4.1447, 23.3862, -0.0508, -0.0421, 0.1852
Si, 4.4528, 12.3937, 15.1754, 0.0508, 0.0269, -0.0588
Si, 11.6947, 12.3489, 11.9977, -0.0752, -0.0422, 0.1119
Si, 7.3745, 7.3427, 11.6616, -0.0525, 0.0805, 0.1392
Si, 9.1863, 1.6877, 10.4494, 0.1852, -0.1163, 0.3095
O, 7.5035, 5.8646, 10.9469, 0.0425, -0.0429, -0.0272
O, 6.6613, 4.1247, 14.779, 0.0242, 0.0018, 0.0009
O, 10.8182, 6.5506, 19.5287, 0.0824, -0.0134, -0.0191
O, 2.8719, 10.8287, 19.9029, 0.0471, 0.0184, -0.0477
O, 7.6868, 8.7517, 10.8093, -0.0462, 0.0261, -0.0375
O, -2.4627, 0.2501, 19.984, -0.0203, 0.0487, 0.0519
O, 2.343, 8.5749, 11.1471, -0.0454, -0.2451, -0.257
O, 4.4607, 4.8679, 13.562, 0.0196, -0.0225, 0.0379
O, 15.0048, 2.492, 16.3987, -0.0444, -0.0117, 0.0599
O, 6.9571, 4.6213, 17.4587, -0.0143, -0.0421, -0.046
O, 5.545, 8.5717, 14.7765, 0.0134, -0.0426, 0.0036
O, 0.4064, 10.8334, 15.4264, 0.036, 0.0391, 0.0449
O, 8.1619, 8.3125, 15.307, 0.004, -0.0192, 0.0371
O, 8.6074, 13.9078, 16.2295, 0.0088, -0.0055, 0.0141
O, 7.4121, 11.9689, 17.4819, 0.0132, -0.0086, -0.0394
O, 8.4744, 7.3232, 12.8575, -0.0013, -0.0656, -0.093
O, 5.8557, 7.6092, 12.2871, 0.0525, -0.0369, -0.0589
O, 9.4614, -2.1032, 19.3274, 0.0113, -0.013, -0.0314
O, 2.5329, 15.4434, 17.2825, 0.0118, -0.0496, -0.0377
O, -4.6193, 6.9622, 16.7563, -0.0222, -0.0167, -0.0427
O, 12.3144, 10.596, 17.784, -0.0156, 0.0843, -0.2038
O, -2.7841, 6.5781, 18.7575, -0.0969, -0.0662, -0.0463
O, 12.3612, 8.6612, 19.6265, 0.0297, -0.0606, -0.0421
O, 6.3231, 3.7899, 12.0723, 0.0366, -0.0231, -0.1031
O, 11.3037, 5.2335, 16.092, -0.0008, -0.0511, 0.0271
O, 0.5068, 3.2456, 22.6066, -0.0223, -0.0057, 0.0695
O, 13.702, 6.4492, 19.716, -0.0156, -0.0101, -0.0088
O, -8.9307, 11.2337, 11.9796, 0.0483, -0.0602, -0.0221
O, 2.7504, 6.2187, 15.222, -0.0272, -0.0637, 0.0592
O, 16.4057, 11.3459, 15.8739, 0.0098, 0.0478, -0.0252
O, 8.5955, 3.1347, 11.0017, -0.0103, 0.0228, -0.0858
O, 10.6728, 11.9824, 13.204, -0.0052, 0.0278, 0.0298
O, -1.3944, 9.5867, 21.8702, 0.0082, -0.0358, 0.0696
O, 5.4715, 6.2203, 19.1849, 0.0263, -0.0479, -0.026
O, -5.9822, 10.6786, 21.2924, -0.0499, -0.0103, 0.0301
O, 1.2496, 13.8881, 12.2318, -0.0339, -0.0054, -0.016
O, 10.8122, 1.4988, 10.6288, -0.0406, 0.0749, -0.0661
O, 1.4184, 13.0513, 16.7357, 0.0003, 0.0467, -0.0163
O, 8.8087, 11.5305, 15.1291, 0.0005, 0.017, 0.0037
O, 5.104, 13.1768, 13.8842, 0.0207, -0.0416, -0.0252
O, 3.7801, 10.4243, 10.1666, 0.0159, -0.0758, -0.1813
O, 6.2339, 0.2148, 10.6343, -0.0529, 0.0815, -0.0647
O, 6.9542, 9.1277, 21.7165, -0.1268, -0.0609, 0.0421
O, -2.2023, 5.4423, 15.5524, 0.0078, 0.0172, -0.0157
O, 9.508, 1.9084, 21.6806, 0.1732, 0.0461, 0.1962
O, 4.4663, 6.8308, 21.6287, -0.0505, -0.0273, 0.2154
O, 5.1864, 10.9952, 18.6154, 0.054, 0.0589, -0.0434
O, 8.6313, 0.3744, 11.298, -0.0352, 0.0863, -0.1545
O, 0.1807, 10.8652, 20.1455, 0.0697, -0.0138, -0.0314
O, 6.776, 10.0194, 12.9116, -0.0034, 0.057, -0.0906
O, 8.7707, 7.15, 21.2737, -0.0645, 0.0281, 0.03
O, -0.8718, 1.0819, 17.4173, 0.001, 0.0433, -0.0515
O, 4.4221, 8.616, 19.6185, 0.0042, -0.03, -0.0045
O, 10.8337, 5.07, 11.1236, -0.0731, 0.1133, -0.2582
O, 10.439, 7.1302, 14.511, -0.0353, -0.0002, 0.0377
O, 7.371, 2.7162, 20.2615, -0.0142, -0.0246, -0.0984
O, 4.1083, 9.6685, 12.7551, -0.0758, 0.0281, -0.1008
O, 1.9564, 5.3733, 12.8041, -0.0309, -0.016, 0.0374
O, 1.4813, 6.5857, 9.6658, 0.0127, -0.0615, 0.0833
O, 6.6736, 9.443, 17.1158, 0.0242, -0.0013, -0.0213
O, 7.154, 11.805, 22.2114, -0.0309, 0.0183, 0.0922
O, 2.5115, 5.2718, 22.5841, -0.038, -0.0251, 0.006
O, -1.1272, 9.5372, 13.6298, 0.0298, 0.036, 0.0432
O, 13.3398, 14.5955, 14.7743, -0.0303, -0.0862, 0.0827
O, 1.599, 7.0659, 17.5021, 0.0442, -0.055, -0.0974
O, 10.4723, 4.5542, 13.6576, 0.0077, 0.0058, -0.0566
H, 7.2195, 2.6558, 19.3016, 0.0432, -0.0316, 0.1616
O, 3.1061, 11.6015, 14.7421, -0.0163, 0.0238, 0.0223
H, 2.8785, 11.4728, 13.8081, 0.0122, 0.0368, 0.0299

Results
free energy: -136334.988 eV
free energy less fixed offsets of H -15.97, O -568.88, Si -635.61 eV per atom: 1.162 eV

The program warned: the cutoff lies below the one the program advises for these potential files; the exchange-correlation potential is rough where the density is thin.
